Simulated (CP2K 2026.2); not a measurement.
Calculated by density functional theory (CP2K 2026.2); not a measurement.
Periodic cell of 504 atoms, Si360O144, from a study of silicon, its oxide and their interface. The atomic structure is a simulated model.
Doubt: the forces sum to 1.65 eV/angstrom along one axis rather than to zero, so they err by at least 0.0033 eV/angstrom per atom on average; the grid cutoff is modest.

Settings
functional: PBE
method: Gaussian and plane waves
basis set: DZVP-MOLOPT-SR-GTH
pseudopotentials: GTH-PBE
grid cutoff: 300 Ry, relative cutoff 40 Ry
k points: Gamma only
occupations: fixed
spin: none
net charge: 0

Cell vectors (angstrom)
a	16.32	0	0
b	0	16.32	0
c	-7.6427	-1.9603	33.2094

Atoms and the computed forces on them: element, x, y, z (angstrom), force x, y, z (eV/angstrom)
Si	0.924	-1.007	0.141	0.138	-0.164	0.789
Si	4.237	1.077	0.103	-0.288	0.28	0.641
Si	0.949	4.772	-0.012	0.112	-0.198	0.669
Si	4.333	6.735	0.103	-0.271	0.251	0.589
Si	1.118	-6.61	0.271	0.232	-0.205	0.61
Si	4.098	-4.06	-0.121	-0.071	0.057	0.66
Si	6.514	-1.178	0.049	0.354	-0.354	0.676
Si	9.84	1.089	0.005	-0.29	0.074	0.641
Si	6.432	4.28	0.004	0.364	-0.263	0.56
Si	9.344	6.986	0.131	0.304	-0.436	0.697
Si	7.179	9.319	0.209	-0.359	0.332	0.687
Si	-6.722	-4.22	-0.012	0.188	0.012	0.686
Si	-4.166	-1.047	0.049	0.145	-0.188	0.684
Si	-1.037	1.465	0.015	-0.316	0.186	0.647
Si	-4.191	3.786	0.011	0.342	0.084	0.661
Si	-1.407	6.789	0.408	-0.027	-0.012	0.486
Si	-3.657	-7.418	-0.067	-0.15	0.2	0.757
Si	-1.254	-4.449	0.079	-0.361	0.369	0.583
Si	2.636	-0.014	1.4	0.011	-0.005	-0.04
Si	5.346	2.719	1.352	0.021	-0.028	-0.005
Si	2.658	5.632	1.353	0.069	-0.021	-0.046
Si	5.463	8.28	1.405	0.005	0.038	-0.008
Si	2.688	-5.294	1.358	0.056	-0.033	-0.048
Si	5.452	-2.803	1.353	-0.025	0.024	-0.039
Si	8.184	-0.041	1.236	0.015	0.009	0.013
Si	-5.455	2.574	1.495	-0.059	-0.001	-0.056
Si	8.152	5.33	1.274	-0.018	-0.026	-0.028
Si	-5.312	8.025	1.385	-0.046	0.015	-0.019
Si	8.3	-5.442	1.498	0.023	0.007	-0.025
Si	-5.326	-2.762	1.236	-0.029	0.019	-0.085
Si	-2.67	0.206	1.316	0.077	0.027	-0.046
Si	0.111	2.946	1.352	0.071	0.015	-0.045
Si	-2.801	5.232	1.402	-0.069	-0.017	-0.064
Si	-0.008	8.177	1.624	-0.008	-0.005	-0.004
Si	-2.807	-5.627	1.315	-0.035	-0.009	-0.049
Si	-0.187	-2.689	1.321	0.014	-0.068	-0.037
Si	1.385	1.47	2.721	-0.031	-0.017	0.056
Si	3.988	4.126	2.675	-0.024	0.016	0.035
Si	1.403	6.859	2.884	0.008	-0.017	0.057
Si	4.072	9.636	2.711	-0.004	0.011	0.022
Si	1.274	-3.988	2.703	-0.025	0.032	0.039
Si	4.038	-1.421	2.699	0.013	-0.031	0.022
Si	6.818	1.352	2.635	-0.027	-0.025	0.016
Si	9.482	4.025	2.707	-0.016	0.048	0.029
Si	6.816	6.774	2.679	0.034	0.003	0.058
Si	9.666	-6.859	2.758	0.014	-0.023	0.031
Si	6.84	-4.093	2.748	0.01	0.013	0.029
Si	-6.767	-1.418	2.612	-0.004	-0.001	0.03
Si	-4.033	1.341	2.828	0.01	-0.011	0.063
Si	-1.351	4.058	2.799	0	-0.009	0.025
Si	-4.088	6.644	2.792	0.013	0.002	0.021
Si	-1.427	-6.783	2.842	-0.021	0.018	0.068
Si	-4.074	-4.143	2.663	0.038	0	0.014
Si	-1.442	-1.285	2.699	-0.022	0.005	0.05
Si	-0.011	0.049	4.042	0.013	0.024	-0.067
Si	2.728	2.762	4.117	0.022	0.017	0.01
Si	0.002	5.45	4.147	0	-0.009	-0.031
Si	2.771	8.254	4.139	-0.028	0.036	-0.012
Si	-0.027	-5.385	4.105	0.007	0.002	-0.001
Si	2.679	-2.714	4.1	0.009	0	-0.025
Si	5.441	-0.015	4.005	0.017	-0.003	-0.03
Si	8.13	2.684	4.068	-0.001	-0.017	0.001
Si	5.419	5.449	4.039	-0.022	0.012	-0.04
Si	8.202	-8.202	4.057	-0.012	-0.019	-0.056
Si	5.457	-5.419	4.105	0.019	-0.009	0.01
Si	8.195	-2.706	4.061	-0.002	0.017	-0.012
Si	-5.447	-0.066	4.061	-0.014	-0.019	-0.015
Si	-2.696	2.708	4.171	0.004	0.033	-0.012
Si	-5.498	5.367	4.126	0.013	-0.023	0.008
Si	-2.749	8.093	4.133	0.001	-0.012	-0.056
Si	-5.396	-5.445	4.116	-0.001	-0.013	-0.003
Si	-2.749	-2.723	4.042	-0.005	0	-0.024
Si	1.388	-1.343	16.314	0.01	-0.002	0.004
Si	4.09	1.343	16.274	-0.005	0.004	-0.002
Si	1.344	4.093	16.263	-0.001	0.009	-0.017
Si	4.076	6.8	16.352	-0.005	-0.005	0.009
Si	1.392	-6.784	16.31	-0.01	0.007	-0.002
Si	4.061	-4.085	16.317	0.004	-0.012	0.002
Si	6.804	-1.387	16.313	-0.008	0.003	0.015
Si	-6.793	1.353	16.322	0.011	-0.013	0.012
Si	6.806	4.076	16.334	0.024	-0.01	0.007
Si	-6.81	6.83	16.316	-0.018	0.009	-0.006
Si	6.8	-6.818	16.331	0.015	0.013	-0.008
Si	-6.848	-4.109	16.338	-0.021	0.006	0
Si	-4.083	-1.369	16.313	0.02	-0.01	0.013
Si	-1.333	1.381	16.295	0.003	0.011	0.01
Si	-4.059	4.1	16.293	-0.011	0.024	0.008
Si	-1.372	6.804	16.318	0	-0.012	0.014
Si	-4.087	9.527	16.326	-0.007	-0.011	0.001
Si	-1.375	-4.057	16.295	-0.002	-0.022	-0.005
Si	2.742	0.035	17.678	0.004	-0.009	0.042
Si	5.449	2.662	17.647	-0.003	0.008	0.009
Si	2.677	5.413	17.655	-0.015	0.009	0.03
Si	5.427	8.185	17.712	-0.008	0.011	0.031
Si	2.73	-5.438	17.721	0.003	0.001	-0.012
Si	5.423	-2.738	17.663	-0.011	-0.013	0.019
Si	8.165	-0.028	17.673	0.014	-0.009	-0.007
Si	-5.406	2.735	17.633	-0.006	-0.027	0.014
Si	8.159	5.475	17.673	0.026	-0.018	0.017
Si	-5.453	8.177	17.695	0.005	0.039	-0.009
Si	8.154	-5.505	17.736	0.011	-0.005	0.041
Si	-5.488	-2.724	17.653	-0.013	-0.026	-0.015
Si	-2.686	0.005	17.625	-0.024	0.017	0.031
Si	0.021	2.757	17.656	0.02	-0.02	0.017
Si	-2.725	5.442	17.701	-0.009	0.016	0.022
Si	0.019	-8.144	17.625	0.024	0.019	0.017
Si	-2.77	-5.372	17.662	0.001	0.007	0.02
Si	0.04	-2.741	17.634	-0.01	-0.008	0
Si	1.394	1.432	19.034	0.015	0.032	-0.014
Si	4.022	3.977	18.952	-0.022	-0.038	-0.022
Si	1.317	6.785	19.018	-0.021	0.009	-0.052
Si	4.052	-6.807	19.121	0.014	-0.011	0.005
Si	1.391	-4.043	19.068	-0.001	0.015	0.009
Si	4.126	-1.319	19.026	0.013	-0.005	-0.04
Si	6.822	1.325	19.034	-0.025	0.017	0.011
Si	-6.748	4.116	18.979	0.031	0.034	-0.051
Si	6.784	6.818	19.051	0.043	-0.003	-0.012
Si	-6.748	9.507	19.155	-0.013	0.033	0.008
Si	6.691	-4.183	19.021	-0.036	-0.013	-0.005
Si	9.511	-1.381	19.047	0.015	0.007	0.025
Si	-4.025	1.383	18.979	-0.005	0.01	-0.041
Si	-1.344	4.075	19.046	-0.006	-0.014	0.015
Si	-4.1	6.822	19.043	-0.016	-0.026	-0.016
Si	-1.3	-6.69	18.91	0.016	0.015	-0.028
Si	-4.209	-4.077	19.06	0.015	-0.059	-0.008
Si	-1.309	-1.372	18.944	0.001	0.01	-0.031
Si	0.047	0.002	20.289	0.018	-0.017	0.024
Si	2.77	2.704	20.508	-0.015	-0.026	0.051
Si	-0.052	5.456	20.424	0.024	0.012	0.064
Si	2.675	8.107	20.415	0.006	-0.021	0.058
Si	0.004	-5.378	20.407	0.002	0.008	0.064
Si	2.741	-2.63	20.396	0.001	0.009	0.054
Si	5.512	-0.023	20.459	-0.024	-0.019	0.047
Si	8.182	2.75	20.289	-0.005	0.001	0.036
Si	5.336	5.372	20.225	0.009	0.036	0.009
Si	8.21	8.095	20.47	-0.004	-0.031	0.012
Si	5.35	-5.466	20.567	0.005	0.02	0.054
Si	8.099	-2.828	20.275	0.024	-0.016	0.041
Si	-5.41	0.043	20.325	-0.041	-0.001	0.063
Si	-2.617	2.66	20.413	0.001	-0.039	0.062
Si	-5.374	5.403	20.445	0.032	0.015	0.057
Si	-2.69	-8.027	20.19	-0.023	0.023	0.026
Si	-5.463	-5.412	20.641	-0.033	-0.001	0.058
Si	-2.792	-2.646	20.227	0.005	0.011	0.029
Si	1.635	-0.989	21.682	-0.025	-0.178	-0.789
Si	3.994	1.102	21.852	0.09	0.262	-0.732
Si	1.539	4.32	21.731	-0.083	-0.202	-0.785
Si	3.82	6.434	21.634	0.002	0.182	-0.725
Si	1.042	-7.081	21.668	0.194	0.194	-0.817
Si	4.226	-3.732	21.816	-0.123	-0.312	-0.753
Si	6.635	-1.704	21.684	0.078	0.244	-0.748
Si	-6.499	1.695	21.566	-0.09	-0.199	-0.729
Si	6.849	4.22	21.538	-0.089	-0.282	-0.696
Si	-7.1	6.338	21.745	0.274	0.392	-0.646
Si	6.998	-6.702	21.754	-0.262	-0.1	-0.782
Si	9.06	-4.316	21.813	0.38	0.153	-0.793
Si	-3.81	-1.054	21.619	-0.036	-0.045	-0.707
Si	-1.459	1.036	21.718	0.013	0.235	-0.68
Si	-4.148	3.815	21.732	0.17	0.249	-0.684
Si	-1.268	7.121	21.587	-0.1	-0.282	-0.727
Si	-3.65	-6.522	21.715	-0.342	-0.088	-0.769
Si	-1.643	-4.132	21.554	0.255	-0.021	-0.698
Si	-4.195	5.857	-6.673	0.032	0.051	0.098
Si	-1.206	-1.091	-6.412	-0.095	0.079	-0.004
Si	-7.518	2.182	24.28	0.075	0.068	0.062
Si	3.993	-3.955	-5.405	-0.075	-0.041	0.18
Si	-2.945	3.712	24.622	-0.06	-0.047	-0.154
Si	-7.918	-2.272	24.019	0.015	-0.111	-0.124
Si	-6.81	-0.698	-6.243	-0.011	-0.021	-0.078
Si	2.588	-6.82	24.334	-0.059	-0.147	-0.004
Si	-7.418	-7.868	-4.13	-0.079	0.128	0.056
Si	-2.437	2.825	-2.341	-0.036	0.003	0.2
Si	5.842	2.511	24.002	0.017	-0.062	-0.193
Si	1.498	5.031	-2.996	0.196	0.008	0.118
Si	-0.052	2.711	23.973	-0.02	-0.07	-0.122
Si	4.034	6.603	-2.882	0.094	0.108	0.016
Si	-7.631	5.451	-4.046	-0.031	-0.003	0.013
Si	-2.99	7.809	23.923	0.096	0.036	-0.174
Si	-2.508	-3.442	-4.959	0.035	0.039	-0.056
Si	2.405	-4.022	24.469	0.085	0.093	-0.145
Si	3.688	-1.238	-6.549	0.038	0.095	-0.034
Si	-7.165	-5.924	-6.415	-0.019	-0.055	-0.041
Si	4.149	0.729	-2.851	-0.049	-0.036	0.057
Si	5.206	-8.149	23.762	0.046	-0.073	-0.045
Si	-3.283	-7.397	-6.532	-0.007	-0.065	-0.045
Si	-0.105	-2.559	23.737	0.028	0.008	-0.029
Si	-6.812	4.485	-6.746	-0.03	0.048	-0.088
Si	6.134	-5.761	-6.669	-0.056	-0.183	0
Si	-3.101	0.741	-4.592	-0.016	-0.136	0.013
Si	2.29	2.532	-4.75	-0.021	-0.009	0.065
Si	7.567	-2.936	-2.035	-0.04	-0.065	0.11
Si	5.883	-5.544	-2.019	0.001	-0.056	0.065
Si	-5.071	-1.467	24.395	-0.049	0.053	-0.061
Si	-5.425	-6.155	-2.268	-0.025	-0.082	0.096
Si	-6.957	5.274	24.507	-0.039	-0.024	-0.091
Si	6.136	4.409	-2.965	0.063	-0.084	0.083
Si	5.824	-7.515	-4.213	0.072	0.03	0.062
Si	3.631	-2.462	-2.868	0.135	-0.031	0.058
Si	-5.689	5.53	-2.025	-0.01	-0.034	0.028
Si	-3.904	-1.626	-2.829	0.018	0.072	0.061
Si	-0.855	-4.287	-2.833	-0.003	-0.146	0.064
Si	1.279	-0.089	-5.076	-0.073	0.003	0.03
Si	-3.162	5.533	-3.762	-0.011	-0.154	-0.04
Si	-0.58	7.046	-3.797	0.116	0.063	-0.014
Si	-6.635	-1.649	-3.557	0.002	0.077	-0.017
Si	6.546	1.823	-4.252	-0.089	-0.137	-0.016
Si	0.951	-1.856	-2.782	-0.093	0.008	-0.016
Si	-0.351	-7.778	-6.282	0.058	0.015	-0.122
Si	-4.342	5.904	25.818	-0.049	-0.042	0.015
Si	-5.583	1.964	-5.446	-0.019	0.027	0.066
Si	0.895	-6.88	-2.644	-0.04	-0.001	0.045
Si	-4.868	1.363	25.615	-0.143	0.125	-0.064
Si	-4.777	-5.24	-4.999	0.071	-0.01	0.059
Si	2.209	-6.59	-5.301	-0.136	0.094	-0.082
Si	6.619	-0.112	-6.629	0.006	0.019	-0.016
Si	-6.961	1.449	-2.959	0.087	-0.071	0.12
Si	1.345	-1.315	5.427	-0.007	0.023	-0.006
Si	4.105	1.357	5.408	0.005	-0.01	-0.003
Si	1.357	4.083	5.489	-0.016	-0.009	-0.009
Si	4.107	6.823	5.445	0.025	-0.01	-0.017
Si	1.352	9.573	5.461	-0.013	-0.004	0.005
Si	4.069	-4.067	5.445	-0.004	-0.006	-0.004
Si	6.807	-1.35	5.403	-0.009	0.012	-0.019
Si	9.519	1.33	5.412	-0.013	-0.004	-0.01
Si	6.771	4.069	5.41	0.005	0.019	-0.014
Si	9.507	6.772	5.469	-0.011	0.009	-0.001
Si	6.828	-6.821	5.415	0.004	-0.008	-0.007
Si	9.527	12.233	5.435	-0.008	0.011	0.002
Si	-4.107	-1.406	5.444	0	-0.01	-0.007
Si	-1.347	1.338	5.489	0.007	-0.026	0.007
Si	-4.093	4.059	5.484	0.008	0.027	0.008
Si	-1.359	6.797	5.499	0.011	0.004	0.024
Si	-4.071	-6.821	5.479	-0.011	-0.005	-0.013
Si	-1.377	-4.032	5.45	0.02	0.008	-0.002
Si	2.729	0.018	6.784	0.005	0.006	-0.001
Si	5.44	2.714	6.792	0.009	-0.012	0.002
Si	2.731	5.464	6.806	-0.013	0.012	0.001
Si	5.47	-8.16	6.805	0.011	-0.016	0
Si	2.723	-5.417	6.823	-0.009	-0.002	0.003
Si	5.445	-2.704	6.779	0	0.004	0.009
Si	8.156	-0.004	6.788	-0.003	0.002	0
Si	10.866	2.682	6.808	0.008	-0.01	-0.004
Si	8.133	5.412	6.799	-0.006	0.015	-0.001
Si	10.867	8.149	6.819	-0.008	-0.001	0.001
Si	8.161	10.873	6.788	-0.002	-0.008	0.004
Si	10.87	-2.743	6.819	-0.003	0.014	0.006
Si	-2.736	-0.032	6.802	0.013	-0.008	-0.007
Si	0.005	2.713	6.838	0.005	-0.005	0.006
Si	-2.733	5.434	6.834	-0.012	0.003	-0.006
Si	0.009	8.182	6.819	0.002	0.006	-0.006
Si	-2.708	-5.435	6.809	0.014	-0.003	-0.006
Si	-0.005	-2.682	6.8	-0.019	-0.006	-0.003
Si	1.379	1.359	8.174	-0.013	0.003	0.004
Si	4.085	4.083	8.154	0.007	0.001	-0.008
Si	1.369	6.815	8.169	-0.009	0.001	0
Si	4.092	-6.799	8.154	-0.015	0.006	-0.005
Si	1.354	-4.053	8.16	0.014	0.005	0
Si	4.084	-1.351	8.146	0.008	0.013	-0.006
Si	6.804	1.359	8.153	0.011	0.006	0.003
Si	9.506	4.061	8.156	0.008	-0.003	-0.007
Si	6.804	6.788	8.17	-0.004	0	0.001
Si	9.512	9.519	8.166	-0.001	-0.009	0.002
Si	6.796	-4.079	8.141	-0.007	-0.013	-0.005
Si	9.511	-1.364	8.157	-0.003	-0.008	0.006
Si	-4.085	1.337	8.165	-0.016	0	-0.003
Si	-1.365	4.075	8.181	-0.008	-0.002	0.004
Si	-4.09	6.8	8.182	0.025	0.004	0.007
Si	-1.353	-6.786	8.176	0.019	0.012	0.005
Si	-4.08	-4.092	8.172	-0.022	-0.003	0.007
Si	-1.368	-1.359	8.177	0.004	0.001	0.009
Si	0.003	0.002	9.523	0	0.001	0.002
Si	2.731	2.728	9.525	-0.007	0.003	0
Si	0.003	5.448	9.522	0.001	0.006	-0.005
Si	2.73	-8.149	9.524	0.005	-0.015	0.001
Si	0.006	-5.422	9.529	-0.006	-0.007	0
Si	2.725	-2.708	9.513	-0.01	-0.003	0.001
Si	5.444	0.002	9.513	-0.003	0.005	0.002
Si	8.157	2.71	9.526	-0.005	-0.004	0.002
Si	5.439	5.435	9.526	0.004	0.005	0.002
Si	8.16	8.154	9.524	-0.004	0.001	0.003
Si	5.443	-5.438	9.512	0	-0.003	-0.001
Si	8.155	-2.726	9.512	0.003	0.014	0.001
Si	-5.448	-0.013	9.527	0.007	0.004	-0.001
Si	-2.73	2.71	9.523	0.009	0.001	-0.007
Si	-5.455	5.429	9.52	-0.01	-0.001	-0.005
Si	-2.72	-8.152	9.525	-0.009	0.007	0.001
Si	-5.444	-5.446	9.527	0.006	-0.001	-0.003
Si	-2.724	-2.726	9.53	0.013	-0.009	-0.005
Si	1.364	-1.358	10.878	-0.003	0.004	0.001
Si	4.091	1.364	10.879	0.007	0.004	-0.001
Si	1.367	4.089	10.878	0.002	-0.005	0.001
Si	4.082	-9.517	10.881	-0.011	-0.004	0.001
Si	1.369	-6.787	10.881	-0.004	0.005	-0.001
Si	4.077	-4.081	10.87	0.008	0.008	-0.003
Si	6.801	-1.363	10.873	-0.012	-0.007	-0.004
Si	9.52	1.354	10.887	0.006	0.002	0.002
Si	6.802	4.075	10.883	0.008	0.001	0.001
Si	9.515	6.794	10.886	0.002	0.007	0
Si	6.799	9.518	10.875	0.003	-0.012	-0.006
Si	9.514	-4.081	10.877	-0.005	-0.007	-0.002
Si	-4.083	-1.366	10.887	-0.006	-0.005	0.003
Si	-1.359	1.363	10.878	-0.003	0.004	0
Si	-4.091	4.075	10.879	0.001	0.001	-0.005
Si	-1.358	6.808	10.88	0.008	-0.001	-0.002
Si	-4.082	-6.799	10.888	-0.001	0.001	0.006
Si	-1.364	-4.079	10.892	-0.002	0.006	0.006
Si	2.73	-0.001	12.231	-0.015	0.002	0.002
Si	5.446	2.719	12.247	0.003	0.005	0.006
Si	2.721	5.449	12.243	0.009	0.006	0.006
Si	5.444	-8.161	12.239	0	0.004	-0.002
Si	2.726	-5.434	12.248	-0.003	-0.005	0.007
Si	5.44	-2.728	12.225	-0.001	-0.004	-0.004
Si	8.16	-0.009	12.242	0.003	-0.001	-0.001
Si	10.877	2.719	12.248	-0.005	0.003	0
Si	8.157	5.435	12.247	-0.015	-0.005	-0.002
Si	10.874	8.161	12.24	0.01	-0.006	-0.003
Si	8.155	10.878	12.235	0.006	0.007	-0.002
Si	10.875	-2.727	12.242	0	0.008	-0.003
Si	-2.72	0.006	12.236	0.018	0.003	-0.008
Si	0.006	2.725	12.229	-0.008	0.001	-0.004
Si	-2.729	5.447	12.227	-0.003	-0.004	-0.005
Si	0.004	8.171	12.236	-0.006	0.002	-0.003
Si	-2.725	-5.441	12.252	-0.006	-0.009	0
Si	0.001	-2.714	12.238	0.001	-0.009	-0.002
Si	1.371	1.363	13.581	0.007	-0.001	-0.004
Si	4.087	4.09	13.598	-0.009	-0.005	0.001
Si	1.364	6.817	13.599	-0.007	-0.002	-0.003
Si	4.095	-6.797	13.602	0.008	-0.022	0
Si	1.352	-4.076	13.6	-0.015	0.017	0.003
Si	4.086	-1.372	13.584	0.01	-0.011	-0.013
Si	6.807	1.355	13.603	0.004	0.002	-0.002
Si	9.522	4.083	13.611	-0.002	0.002	0.003
Si	6.792	-9.528	13.603	0.012	0.004	-0.005
Si	9.512	9.522	13.598	-0.012	0.008	-0.009
Si	6.79	-4.088	13.592	-0.007	0.009	-0.012
Si	9.518	-1.371	13.604	0.005	-0.011	0.002
Si	-4.077	1.361	13.603	0.005	-0.003	0.003
Si	-1.361	4.089	13.572	0.001	0.012	-0.014
Si	-4.084	6.807	13.595	-0.007	0.005	-0.006
Si	-1.359	9.518	13.605	0.012	-0.006	0.001
Si	-4.092	-4.084	13.608	0.005	-0.004	0.001
Si	-1.353	-1.344	13.592	-0.013	0.001	-0.004
Si	0.021	0.009	14.949	-0.007	-0.002	-0.001
Si	2.726	2.722	14.938	-0.003	0.003	-0.008
Si	-0.02	5.458	14.932	0.003	0.001	0.003
Si	2.742	8.162	14.961	-0.003	0.021	0.002
Si	-0.003	-5.439	14.963	-0.013	-0.011	0.002
Si	2.721	-2.719	14.949	0	-0.005	-0.003
Si	5.451	-0.025	14.942	-0.011	-0.014	0.003
Si	8.164	2.717	14.968	-0.002	0.001	0.002
Si	5.437	5.441	14.981	0.009	0.005	0.003
Si	8.147	-8.158	14.947	0.003	-0.012	-0.01
Si	5.446	-5.44	14.975	0.009	0.014	-0.004
Si	8.152	-2.742	14.952	-0.011	-0.009	-0.015
Si	-5.441	-0.006	14.957	-0.009	-0.003	-0.001
Si	-2.704	2.733	14.94	0	0.005	-0.003
Si	-5.442	5.461	14.962	0.008	0.001	-0.001
Si	-2.73	8.164	14.962	0.005	-0.003	-0.005
Si	-5.46	-5.443	14.973	0.002	-0.006	-0.004
Si	-2.722	-2.702	14.935	0.012	0.004	-0.003
O	2.534	6.233	-3.35	-0.131	0.39	-0.304
O	6.614	3.756	-1.545	0.297	-0.627	-0.268
O	-6.075	-5.237	-1.108	-0.076	-0.063	-0.017
O	4.786	1.524	23.233	0.209	-0.116	0.563
O	-2.638	-0.027	22.168	-0.062	-0.144	0.074
O	-6.971	6.911	-4.198	0.438	-0.02	-0.146
O	7.408	-2.767	25.206	-0.276	-0.02	-0.242
O	-8.114	8.108	-0.029	-0.031	-0.071	-0.138
O	-5.322	2.726	22.053	-0.181	-0.157	0.223
O	-7.407	3.793	24.021	-0.172	0.074	-0.383
O	7.89	5.41	21.906	-0.108	0.183	0.169
O	4.708	6.895	22.915	0.192	-0.243	-0.007
O	-1.218	2.328	-1.383	0.283	0.51	-0.241
O	-4.617	-1.713	22.866	-0.443	-0.369	0.19
O	1.123	1.512	-5.261	-0.558	-0.106	-0.195
O	3.788	-3.043	-1.364	-0.254	0.416	-0.017
O	1.414	-1.624	-1.266	0.277	-0.337	-0.102
O	0.856	-3.821	24.05	-0.217	-0.477	0.05
O	5.405	-0.022	-0.124	0.004	0.125	-0.049
O	3.966	7.268	-1.401	-0.364	0.29	0.012
O	-2.64	-5.297	22.112	-0.108	0.055	0.68
O	0.946	2.241	25.163	-0.087	-0.415	0.174
O	-1.361	3.423	24.584	0.057	0.316	0.284
O	2.807	-0.488	-5.423	0.065	0.001	0.036
O	-6.653	0.86	-5.911	-0.275	0.294	-0.104
O	7.513	-1.351	23.019	-0.046	0.442	0.202
O	0.842	-0.445	-3.553	-0.299	0.523	0.187
O	-2.432	7.83	-0.398	-0.144	-0.082	-0.2
O	2.68	-2.895	25.589	0.403	0.378	-0.027
O	-0.011	-5.484	-0.033	0.095	0.088	0.045
O	-4.061	1.482	-5.661	0.252	0.314	-0.358
O	-2.167	6.792	-3.857	-0.361	0.32	-0.129
O	-5.676	5.071	25.465	0.037	-0.373	0.242
O	-3.356	-1.487	-1.315	0.709	0.032	0.105
O	4.747	-5.354	-0.885	-0.244	-0.561	-0.01
O	8.062	-5.551	22.198	-0.042	-0.16	0.42
O	6.588	-4.151	-2.38	0.025	0.211	-0.489
O	5.146	3.114	25.305	0.038	0.082	-0.066
O	-0.61	1.496	23.046	0.303	-0.229	0.306
O	3.424	-3.983	23.219	0.177	-0.21	0.37
O	6.516	-7.474	23.11	0.257	0.001	0.439
O	-6.432	1.793	25.42	-0.211	-0.093	0.449
O	-7.162	1.271	22.986	-0.488	-0.511	-0.015
O	-1.941	-7.94	25.005	0.279	0.502	-0.188
O	-1.75	-2.577	-6.086	-0.135	-0.19	-0.373
O	-2.406	4.276	-3.06	0.566	0.015	0.102
O	3.8	1.432	-1.425	-0.463	0.496	-0.193
O	3.287	1.636	-3.864	0.003	0.097	-0.077
O	2.787	0.052	22.239	-0.339	-0.104	0.258
O	3.059	3.16	-6.018	0.494	0.229	0.243
O	6.744	-1.657	-1.501	-0.041	0.371	-0.369
O	-5.314	4.736	-0.679	-0.234	0.226	0.418
O	7.337	-7.823	-3.748	-0.059	-0.234	0.204
O	2.876	-5.125	-5.333	-0.41	0.152	-0.291
O	-6.284	-4.933	-5.488	-0.161	0.518	0.3
O	8.015	1.983	-3.637	0.022	0.34	-0.019
O	0.774	-6.617	-6.081	-0.26	0.348	-0.376
O	5.3	-6.236	-3.349	-0.446	0.134	0.081
O	-2.958	-2.539	-3.713	0.222	0.122	0.315
O	4.464	-3.285	-3.987	0.323	-0.262	0.248
O	5.337	-4.533	-6.045	0.275	0.354	-0.006
O	2.675	5.404	22.212	0.129	-0.085	0.755
O	2.564	-5.455	25.186	-0.164	-0.217	0.604
O	6.578	1.273	-5.778	0.094	0.253	-0.405
O	1.566	-7.16	-1.2	0.186	-0.6	-0.117
O	-2.17	6.819	22.922	-0.177	-0.568	0.141
O	0.056	5.686	-3.238	-0.458	-0.184	0.175
O	-3.121	4.856	25.758	0.516	-0.176	0.274
O	4.843	7.561	-3.901	-0.016	-0.056	-0.189
O	4.734	5.155	-2.801	-0.388	-0.37	0.295
O	-6.977	-0.162	-3.05	-0.394	-0.215	0.261
O	-4.299	-7.051	-1.524	0.215	-0.301	-0.369
O	7.231	1.85	24.546	-0.072	-0.702	0.276
O	3.153	-7.713	-5.977	0.449	-0.189	0.214
O	-7.763	-3.263	-0.808	-0.172	0.323	0.103
O	-0.363	-2.744	-2.893	-0.238	0.311	0.106
O	5.452	-2.719	22.198	0.047	0.014	0.399
O	-2.452	1.788	-3.565	0.383	-0.096	-0.254
O	5.258	-0.916	-6.326	0.085	-0.076	0.14
O	-5.765	2.127	-3.833	0.471	0.341	0.316
O	-7.236	-7.334	-5.646	0.128	-0.538	-0.221
O	-0.278	-7.973	-2.881	-0.243	-0.02	0.437
O	-4.344	-6.699	-5.544	-0.28	-0.334	0.269
O	1.622	4.484	-1.47	0.216	-0.357	-0.132
O	2.2	-8.039	25.325	0.137	-0.504	-0.094
O	-0.103	8.154	22.072	0.145	-0.214	0.179
O	5.466	7.721	25.265	0.13	0.243	0.067
O	-3.976	-0.226	-3.63	-0.346	0.076	0.299
O	6.963	-6.496	-1.319	0.361	-0.217	-0.366
O	-3.488	4.233	23.172	-0.1	0.552	0
O	7.222	5.518	-3.401	-0.103	0.712	-0.127
O	0.819	-1.462	23.004	-0.108	0.288	0.257
O	-4.531	-0.038	24.892	0.165	0.118	0.068
O	5.694	0.832	-3.306	0.134	-0.382	0.04
O	-7.922	-2.587	-3.361	-0.199	-0.376	-0.502
O	-5.397	-2.238	-2.706	-0.089	-0.4	0.427
O	-6.678	-1.418	24.595	-0.098	0.321	0.488
O	-0.826	-1.826	24.989	-0.466	0.309	-0.077
O	-3.786	-4.14	-5.635	-0.117	0.47	-0.434
O	-8.085	6.005	25.416	-0.545	0.16	-0.225
O	-7.185	-3.496	23.225	0.409	-0.007	0.507
O	4.047	-7.033	23.7	0.295	0.617	-0.14
O	-3.736	5.201	-5.248	-0.15	-0.362	-0.065
O	-6.633	4.671	-3.025	-0.013	-0.531	-0.157
O	1.654	3.744	-3.93	-0.321	0.003	-0.218
O	0.356	-0.97	-6.047	0.274	-0.354	-0.307
O	7.682	-5.337	-6.622	0.163	0.696	-0.311
O	-2.009	-0.041	-5.479	0.12	0.158	0.277
O	-4.147	7.022	24.687	-0.483	0.193	-0.076
O	-4.421	-2.689	25.213	-0.049	-0.213	-0.474
O	-1.258	-3.165	22.804	-0.185	0.346	-0.112
O	-1.812	-7.233	-5.888	-0.018	0.093	0.285
O	-1.593	-4.575	-4.245	0.288	-0.292	-0.232
O	5.432	5.555	-0.121	0.123	-0.024	0.106
O	1.58	-6.571	23.108	-0.133	0.406	0.199
O	-5.375	-0.044	-0.431	-0.006	-0.15	-0.399
O	2.041	-7.038	-3.761	0.584	-0.125	-0.077
O	-3.728	7.393	-6.721	0.251	-0.144	-0.285
O	-1.768	-4.326	-1.482	-0.337	-0.236	-0.149
O	-6.539	-7.037	-3.053	-0.253	-0.24	0.198
O	6.19	3.661	22.915	-0.272	0.103	0.113
O	0.802	3.729	23.054	-0.228	0.004	0.35
O	0.329	-5.371	-2.744	0.386	0.211	-0.213
O	-6.579	6.298	23.299	0.432	0.328	0.295
O	5.926	3.309	-4.133	-0.119	0.377	-0.628
O	-6.889	1.844	-1.391	-0.169	0.373	-0.091
O	7.917	-1	-6.224	-0.064	-0.467	0.238
O	-4.365	5.995	-2.795	0.163	0.226	0.198
O	5.864	-7.099	-5.78	-0.057	-0.354	-0.539
O	0.005	7.318	-5.282	0.542	-0.538	-0.077
O	-3.65	2.865	-1.243	-0.192	-0.26	-0.01
O	2.135	-2.73	-3.425	-0.03	-0.207	-0.316
O	-4.707	-5.225	-3.383	0.25	0.318	0.041
O	-6.174	-1.639	-5.103	0.399	-0.288	-0.042
O	-6.514	6.777	-1.425	-0.034	0.397	-0.388
O	3.867	-0.864	-2.805	0.084	0.046	0.109
O	-7.78	4.737	-5.478	-0.552	-0.066	-0.046
O	-3.819	2.421	25.014	-0.163	-0.143	-0.269
O	3.434	-2.817	-6.405	-0.293	-0.159	-0.283
O	-0.291	5.823	-0.357	0.216	0.015	-0.591
O	-3.787	-7.355	23.108	-0.339	0.065	0.514
O	-5.803	5.747	-6.894	-0.314	0.506	-0.334
O	-5.857	3.236	-6.378	0.202	0.013	-0.152
O	-0.08	0.194	-0.336	-0.122	0.014	-0.587

Results
total energy: -101653.186 eV
total energy less fixed offsets of O -438.25, Si -107.07 eV per atom: 0.014 eV
